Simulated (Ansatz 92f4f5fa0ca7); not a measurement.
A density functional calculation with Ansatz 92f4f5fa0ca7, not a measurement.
Periodic cell of 179 atoms, Si99O80, from a study of silicon, its oxide and their interface. The atomic structure is a simulated model.

Settings: functional r2SCAN; potential files Ansatz norm-conserving; basis plane waves; wave-function cutoff 1300 eV; density cutoff ratio 4; exchange-correlation grid ratio 1; k mesh 2 x 2 x 1, shifted by 0.5 0.5 0.5 of a step; self-consistency stop 5e-08 eV per atom in the density residual; occupations Fermi-Dirac, 0.05 eV; spin none; net charge 0.

Cell vectors (angstrom)
a  11.5403  0  0
b  0  11.5403  0
c  5.0484  5.4985  24.3179

Atoms: element, x, y, z (angstrom)
Si  1.0563  -0.2664  2.4222
Si  -1.035  3.5486  2.4309
Si  2.6694  4.689  -3.863
Si  4.1142  0.2162  -2.4333
Si  3.0678  3.6916  1.2699
Si  3.2206  6.2023  1.0473
Si  8.067  -0.6717  0.1097
Si  6.8711  5.7076  0.9386
Si  8.5121  7.8059  -0.3281
Si  1.3262  7.2416  2.3399
Si  1.3156  3.5098  2.7576
Si  3.5646  6.8062  -2.104
Si  5.6048  -0.283  2.1936
Si  5.1991  3.6736  2.1738
Si  5.3011  6.9852  2.2003
Si  10.2062  -0.3036  2.3838
Si  9.5685  4.1736  0.4144
Si  10.3668  7.4125  2.363
Si  1.6915  1.5251  3.9091
Si  1.6738  5.487  3.9088
Si  1.7424  9.2788  3.5658
Si  5.7293  1.7042  3.4745
Si  5.5363  5.3329  3.7842
Si  5.6128  9.1557  3.3347
Si  9.6675  1.6376  3.6334
Si  9.7165  5.4542  3.5779
Si  9.7247  9.3027  3.6362
Si  -0.1861  1.5962  5.3036
Si  -0.1757  5.4592  5.3071
Si  -0.0468  9.3676  5.1554
Si  3.7876  1.5976  5.0019
Si  3.6426  5.3558  5.1471
Si  3.7492  9.2686  4.8159
Si  7.6409  1.691  4.8867
Si  7.6644  5.4386  4.8061
Si  7.6121  9.243  4.7028
Si  -0.1141  -0.3195  6.656
Si  -0.1591  3.5164  6.6809
Si  -0.1002  7.4577  6.4901
Si  3.7953  -0.3931  6.2965
Si  3.6228  3.4499  6.5393
Si  3.7247  7.3972  6.2494
Si  7.6118  -0.3974  6.1562
Si  7.631  3.6358  6.2834
Si  7.6745  7.3778  6.1341
Si  1.9747  -0.3495  7.8522
Si  1.7482  3.4287  8.0974
Si  1.8778  7.3993  7.7073
Si  5.7565  -0.4055  7.6347
Si  5.6996  3.5083  7.6565
Si  5.7353  7.3631  7.453
Si  9.3308  -0.3089  7.8473
Si  9.3836  3.6576  7.8913
Si  9.4712  7.4577  7.7294
Si  1.8933  1.4014  9.4155
Si  1.8036  5.5742  9.1764
Si  1.9488  9.2318  9.1711
Si  6.1394  1.5539  8.8771
Si  3.8631  6.0849  10.16
Si  5.7508  9.1356  8.942
Si  8.5925  1.7197  8.9524
Si  9.5648  5.6567  9.2528
Si  9.3808  9.2803  9.2491
Si  -0.1692  0.2699  11.5376
Si  0.0125  6.5286  10.4847
Si  -0.0713  8.976  10.3319
Si  3.6754  1.5195  10.9436
Si  5.7561  5.5168  8.8854
Si  3.9367  8.4177  10.2796
Si  9.0442  1.9927  11.2119
Si  7.5367  6.0464  10.3431
Si  7.4375  8.4786  10.4661
Si  2.1708  4.1155  14.8732
Si  3.9127  11.3492  13.6043
Si  5.6095  8.9676  12.8523
Si  3.0464  4.6373  17.9139
Si  7.148  3.6696  12.5489
Si  1.6011  10.9996  15.518
Si  9.7187  3.7187  13.4994
Si  7.3892  13.0223  19.8347
Si  10.4201  6.2289  17.6744
Si  4.963  9.5462  17.4676
Si  2.4344  8.7559  22.0942
Si  11.8862  1.7134  14.2484
Si  4.1945  12.2793  16.3002
Si  8.359  7.2858  19.496
Si  12.1482  4.3348  19.3939
Si  8.1363  6.1566  24.715
Si  5.6436  3.1475  17.8705
Si  9.8465  2.8318  20.5939
Si  12.1779  6.3378  21.8637
Si  7.58  5.5321  17.1553
Si  3.2389  11.364  22.3248
Si  4.885  9.7625  20.6587
Si  3.2216  7.2827  16.7968
Si  5.8856  7.4239  15.5812
Si  0.0064  6.048  13.6022
Si  4.1445  4.1146  12.5502
Si  12.0757  8.0246  15.6686
O  9.2495  5.5469  25.7321
O  6.7142  5.5523  25.225
O  3.7252  5.2945  -2.7545
O  9.4554  -0.3375  0.8809
O  6.8024  -0.3786  1.0746
O  8.3329  4.9596  1.1698
O  5.9  4.3698  0.7514
O  9.5106  7.6408  0.9441
O  3.3718  6.7682  -0.5135
O  0.4648  0.9832  10.2134
O  5.144  1.4846  10.226
O  9.7597  0.5886  11.6596
O  0.3884  6.0394  12.0352
O  2.6206  8.4643  23.7014
O  6.3842  9.7033  21.283
O  10.3654  5.2348  -0.5965
O  8.7796  2.2812  19.4802
O  11.0537  7.4106  16.7677
O  4.3354  -1.2128  -3.165
O  3.3472  -0.0113  -1.0462
O  2.937  6.2691  18.0409
O  1.9874  10.3386  21.9557
O  9.2874  7.3973  -1.7284
O  7.2148  6.8133  -0.2327
O  8.1327  3.6803  13.8615
O  10.129  5.2644  13.7344
O  12.8353  7.7859  21.4995
O  8.0168  9.335  -0.4139
O  9.8764  6.9851  19.0025
O  11.5001  7.5719  14.1982
O  4.2735  11.2379  21.0696
O  10.5519  2.6375  14.3999
O  0.0276  10.1834  11.5454
O  4.3183  8.6618  11.8933
O  0.5213  1.0368  12.7901
O  9.9196  3.2354  11.9209
O  3.4234  2.961  11.6723
O  5.6166  3.6071  12.9743
O  3.6791  0.3686  12.109
O  7.9478  0.263  -1.1969
O  11.4969  5.1047  18.116
O  7.3997  5.0079  11.6542
O  6.9708  9.1108  11.9598
O  4.8248  2.1103  16.906
O  6.0664  8.6702  16.6409
O  5.07  11.0554  16.9105
O  5.1698  10.3261  13.6186
O  3.4308  4.4285  13.9463
O  4.3494  0.948  14.6904
O  1.6483  2.6128  14.575
O  12.3572  5.3752  20.5967
O  0.3448  0.4836  15.3024
O  4.1285  5.4773  11.6844
O  11.2863  3.0457  19.8777
O  4.4696  6.7083  15.9387
O  7.5309  2.2475  11.8038
O  4.5464  4.2321  18.3373
O  3.5119  8.8188  17.2494
O  2.6275  4.2171  16.4103
O  6.8809  4.0516  17.2679
O  1.0012  5.1507  14.4973
O  4.842  7.7588  -2.5242
O  2.6284  11.7755  16.5664
O  0.8136  9.6137  15.9008
O  5.1238  9.5681  19.0753
O  7.0368  6.3223  15.843
O  8.1398  7.7911  24.6209
O  6.1789  2.2633  19.1219
O  2.2503  7.4999  -2.836
O  3.1591  3.4039  -4.7253
O  1.9607  7.2933  15.8155
O  3.862  8.6309  21.2718
O  2.0693  3.843  18.9307
O  2.3801  5.9361  -4.9089
O  9.1966  5.4166  16.9625
O  7.3367  6.5012  18.4776
O  5.9003  7.8699  14.0239
O  2.519  10.686  14.184
O  10.587  6.4682  22.1704
O  3.1517  1.1586  -3.3382

Results
free energy: -48782.364 eV
free energy less fixed offsets of O -463.61, Si -117.95 eV per atom: -16.514 eV
pressure: -2.17 GPa
stress xx, yy, zz, yz, xz, xy (GPa, positive in tension): 1.72, 3.19, 1.6, 0.05, -0.05, 0.57

Forces (eV/angstrom), in the order of the atoms: element, x, y, z
Si  0.5348  0.2419  -0.2206
Si  0.1086  -0.2112  0.0892
Si  -0.0269  -0.0778  -0.0585
Si  0.1245  0.1813  -0.2019
Si  -0.4611  -0.6831  -0.1069
Si  -0.1926  0.6935  -0.8641
Si  0.0779  0.2087  -0.0761
Si  0.0047  -0.0258  -0.5848
Si  0.2654  0.1666  -0.3568
Si  0.2206  -0.0751  0.059
Si  -0.1695  -0.1547  -0.1921
Si  0.085  0.0587  -0.0703
Si  0.0216  -0.0182  -0.6135
Si  0.4384  0.2324  -0.1162
Si  -0.0729  0.1727  0.367
Si  -0.6122  -0.0644  -0.4967
Si  0.1645  -0.1863  -0.4128
Si  -0.407  -0.034  -0.5811
Si  -0.0518  -0.168  0.0089
Si  0.0311  -0.0218  0.1625
Si  -0.0928  0.068  -0.1353
Si  -0.0593  -0.0915  0.3111
Si  -0.2273  0.0309  0.3302
Si  -0.0529  -0.0534  0.0536
Si  0.1021  0.037  -0.0094
Si  0.3243  -0.026  0.4627
Si  0.0086  0.1694  -0.0292
Si  0.185  -0.0016  0.1448
Si  -0.1316  0.0686  0.0314
Si  0.0301  0.0454  0.1332
Si  -0.0419  0.0606  -0.025
Si  0.051  0.0123  0.1383
Si  0.0041  0.0208  0.0458
Si  0.1411  -0.103  0.1128
Si  0.0106  0.0175  -0.0559
Si  0.0293  -0.0034  0.0201
Si  -0.0541  -0.024  0.107
Si  -0.0073  -0.1861  -0.0957
Si  0.0018  -0.0271  -0.0266
Si  0.0867  0.1156  0.1033
Si  0.0176  -0.0957  -0.015
Si  0.0342  -0.0329  0.1256
Si  0.0689  0.2254  -0.0232
Si  0.0332  -0.11  -0.0374
Si  -0.0011  0.0259  0.2007
Si  -0.0286  -0.119  -0.365
Si  0.0378  0.1244  -0.1052
Si  0.1661  0.0499  -0.1554
Si  -0.03  -0.1874  -0.2386
Si  0.0069  0.1832  -0.1328
Si  -0.0224  -0.1024  -0.3277
Si  0.082  0.0017  0.0098
Si  -0.0931  0.1024  -0.0459
Si  -0.1772  0.1157  -0.0746
Si  -0.7043  -0.1942  -0.1243
Si  0.089  0.0562  0.056
Si  0.2216  -0.1154  0.0498
Si  -0.3007  0.1048  0.3547
Si  0.116  -0.7244  0.3239
Si  -0.0071  0.0359  0.0376
Si  0.168  -0.232  0.1182
Si  0.0328  0.0608  0.0745
Si  -0.1693  -0.0611  0.0007
Si  -0.1891  -0.1108  0.4876
Si  0.1764  -0.7959  0.4114
Si  0.0398  0.9926  0.3045
Si  0.4652  0.0776  0.5587
Si  -0.1333  0.0335  -0.055
Si  -0.0391  0.6213  0.3898
Si  0.0063  -0.0171  0.2201
Si  -0.0927  -0.8364  0.3883
Si  -0.0408  0.6064  0.3885
Si  -0.0365  -0.1505  0.1834
Si  -0.0285  0.0577  0.312
Si  -0.1563  0.0268  0.2157
Si  -0.0651  0.0107  0.0861
Si  0.1889  -0.1088  0.2941
Si  -0.2328  -0.006  0.0993
Si  0.0323  -0.2242  0.3027
Si  -0.0845  0.0499  -0.1637
Si  0.1572  -0.0838  0.0551
Si  -0.0164  0.1071  0.1607
Si  -0.2192  0.0272  -0.3078
Si  -0.1428  0.0304  0.3567
Si  0.0649  0.0285  0.1113
Si  0.0468  0.0484  0.1916
Si  0.0046  -0.0253  0.0107
Si  -0.0755  -0.2496  -0.0882
Si  -0.0331  0.0291  0.0174
Si  0.0668  0.0295  -0.1719
Si  -0.0733  0.2678  -0.2928
Si  0.0067  -0.0388  -0.1012
Si  -0.1378  -0.1089  -0.377
Si  -0.0935  -0.0138  0.092
Si  -0.1629  -0.067  0.0587
Si  0.0936  -0.0915  0.0982
Si  -0.1577  -0.1021  0.2846
Si  0.0832  0.2701  0.1932
Si  0.0787  0.1165  0.0583
O  0.0686  0.0919  0.0173
O  -0.0613  0.1863  0.3529
O  -0.296  0.2107  -0.0015
O  0.1632  -0.0841  0.4318
O  -0.019  0.0428  0.2015
O  -0.704  0.2845  -0.2967
O  0.2295  -0.2067  0.423
O  0.1256  -0.1754  0.0905
O  0.0139  -0.2507  0.203
O  0.2386  0.0105  -0.1456
O  0.1508  0.0803  -0.3287
O  0.3994  0.0208  -0.1283
O  -0.182  0.2861  -0.2957
O  -0.0065  0.4193  0.0498
O  0.0808  0.1551  -0.235
O  -0.326  -0.0285  0.1797
O  -0.1192  -0.1174  0.3217
O  0.053  -0.1653  -0.1477
O  0.0335  0.0244  0.0919
O  0.0398  0.2103  0.1907
O  0.0817  -0.1001  -0.2421
O  0.5472  -0.0281  0.2975
O  -0.1971  -0.2114  0.6119
O  0.2781  -0.2946  0.0603
O  -0.0609  0.0326  -0.5998
O  0.201  -0.0467  -0.2299
O  0.0768  -0.1584  0.2653
O  0.097  -0.1309  0.1901
O  -0.2297  -0.1478  -0.1216
O  0.1267  -0.2252  0.0885
O  -0.0157  -0.3297  0.2199
O  0.1125  0.1401  -0.3854
O  -0.093  -0.1055  -0.4124
O  0.2233  -0.1692  -0.2381
O  -0.0309  -0.123  -0.2149
O  -0.2962  -0.1642  -0.0408
O  0.0575  -0.1735  -0.0463
O  -0.1196  0.1215  -0.2047
O  -0.1053  0.1903  -0.1988
O  -0.0889  -0.1257  0.2063
O  -0.0911  0.0979  0.0793
O  0.0662  0.2225  -0.1936
O  -0.0906  -0.3286  -0.3167
O  -0.0195  -0.0423  0.0475
O  -0.2644  -0.1003  -0.1136
O  -0.1748  -0.1107  -0.0641
O  -0.0345  -0.0863  -0.1843
O  -0.0225  -0.1484  -0.2129
O  -0.2018  -0.3081  -0.0654
O  -0.0505  0.1138  -0.1524
O  -0.1125  -0.0424  0.0993
O  0.3624  0.0177  -0.2709
O  0.0356  0.0644  -0.122
O  -0.1691  0.1832  0.0849
O  0.0953  0.284  0.0656
O  0.1605  0.4233  -0.0648
O  -0.0253  -0.0588  -0.1525
O  0.2586  -0.1709  -0.1679
O  0.0321  0.0986  -0.073
O  -0.1193  0.1266  0.0995
O  -0.0089  0.0984  -0.1448
O  -0.2914  -0.0129  -0.0357
O  0.1637  -0.0237  -0.302
O  0.1262  -0.1357  -0.1069
O  0.0044  0.0253  -0.0634
O  -0.1497  0.0897  0.1358
O  0.0854  0.2877  0.0886
O  0.1663  -0.0245  -0.0334
O  0.3564  -0.1939  -0.1645
O  -0.0925  -0.0369  0.1059
O  -0.013  0.1025  0.0872
O  -0.0134  0.3135  0.1024
O  -0.038  0.2442  -0.1351
O  0.014  0.0657  0.328
O  -0.1028  0.1926  0.2182
O  0.2387  -0.0526  -0.0909
O  -0.08  0.135  -0.0668
O  0.1709  0.2096  0.0451
O  -0.0462  -0.2683  -0.0322
O  0.2004  -0.0653  -0.0798

The program warned: the forces do not sum to zero within the program's tolerance.
